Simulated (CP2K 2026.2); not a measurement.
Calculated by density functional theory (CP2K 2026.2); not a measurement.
Periodic cell of 504 atoms, Si360O144, from a study of silicon, its oxide and their interface. The atomic structure is a simulated model.
Doubt: the forces sum to 1.48 eV/angstrom along one axis rather than to zero, so they err by at least 0.0029 eV/angstrom per atom on average; the grid cutoff is modest.

Settings
functional: PBE
method: Gaussian and plane waves
basis set: DZVP-MOLOPT-SR-GTH
pseudopotentials: GTH-PBE
grid cutoff: 350 Ry, relative cutoff 50 Ry
k points: Gamma only
occupations: fixed
spin: none
net charge: 0

Cell vectors (angstrom)
a	16.32	0	0
b	0	16.32	0
c	-1.4256	6.0109	33.3389

Atoms and the computed forces on them: element, x, y, z (angstrom), force x, y, z (eV/angstrom)
Si	1.672	14.575	0.205	-0.068	0.143	0.801
Si	4.523	1.114	0.083	-0.293	0.009	0.762
Si	1.06	4.418	0.141	0.101	-0.048	0.808
Si	3.859	7.119	0.048	0.025	-0.076	0.793
Si	0.203	15.371	33.333	-0.189	0.073	0.758
Si	3.787	12.344	0.395	0.131	0.028	0.7
Si	6.406	14.966	0.267	0.181	0.055	0.665
Si	7.807	7.62	33.304	0.193	-0.222	0.723
Si	7.026	3.879	0.03	-0.129	0.128	0.794
Si	7.853	13.045	33.309	0.206	-0.135	0.764
Si	7.049	9.264	0.043	-0.102	0.173	0.846
Si	9.81	12.109	0.08	-0.177	-0.002	0.783
Si	11.148	20.691	33.216	-0.195	0.196	0.718
Si	13.302	7.639	33.288	0.162	-0.17	0.749
Si	12.485	3.782	0.185	0.007	0.11	0.744
Si	15.224	6.664	0.015	-0.252	0.094	0.715
Si	11.953	9.849	0.06	0.032	-0.108	0.793
Si	13.359	18.396	33.259	0.224	-0.142	0.736
Si	2.771	16.34	1.313	0.047	0.025	-0.079
Si	5.539	2.706	1.435	0.011	0.049	-0.063
Si	2.716	5.522	1.367	0.018	0.017	-0.053
Si	5.448	8.189	1.404	0.017	0.013	-0.046
Si	2.599	10.806	1.589	-0.014	-0.052	-0.035
Si	5.296	13.559	1.683	0.035	-0.023	-0.024
Si	8.124	16.272	1.298	0.002	-0.008	-0.065
Si	10.864	2.616	1.38	-0.035	0	-0.03
Si	8.181	5.45	1.33	0.003	0.03	-0.032
Si	10.838	8.199	1.31	-0.031	0.023	-0.029
Si	8.177	10.907	1.31	0.017	0.011	-0.066
Si	11.001	13.638	1.349	0.043	0.022	-0.067
Si	13.63	16.303	1.247	0.001	-0.017	-0.065
Si	-0.048	2.756	1.347	-0.017	-0.031	-0.079
Si	13.639	5.467	1.331	0.015	0.005	-0.031
Si	0.053	8.201	1.337	0.012	-0.01	-0.059
Si	13.595	10.924	1.339	-0.012	0.006	-0.05
Si	-0.003	13.484	1.387	-0.052	-0.004	-0.053
Si	1.366	1.375	2.646	-0.005	-0.008	0.002
Si	4.076	4.084	2.676	0.014	0.029	-0.006
Si	1.377	6.852	2.771	0.005	-0.001	0.019
Si	4.12	9.526	2.819	-0.001	-0.009	0.012
Si	1.239	12.173	2.873	0.016	0.011	0.031
Si	3.977	15.022	2.888	-0.057	0.006	0.037
Si	6.863	1.324	2.785	-0.01	-0.014	0.009
Si	9.555	4.086	2.698	-0.014	-0.005	0.001
Si	6.782	6.76	2.722	-0.006	0.007	0.003
Si	9.502	9.54	2.726	-0.003	0.007	0.014
Si	6.832	12.201	2.773	-0.007	-0.025	0.012
Si	9.548	14.969	2.658	0.012	-0.013	-0.007
Si	12.227	1.248	2.699	0.036	-0.008	0.026
Si	14.945	4.101	2.75	0.01	0.018	0.041
Si	12.231	6.823	2.647	-0.023	-0.001	-0.014
Si	14.948	9.526	2.674	0.014	0	-0.015
Si	12.302	12.282	2.758	-0.017	-0.007	0.044
Si	14.991	14.969	2.663	-0.009	-0.008	0.037
Si	0.016	16.332	4.037	0	-0.008	-0.016
Si	2.712	2.729	4.039	-0.002	-0.018	-0.007
Si	0.006	5.454	4.096	0.008	0.005	-0.025
Si	2.745	8.162	4.15	-0.011	-0.003	-0.018
Si	-0.092	10.822	4.178	0.003	0.01	0.017
Si	2.632	13.59	4.165	0.015	0.037	-0.015
Si	5.446	16.34	4.154	0.012	-0.011	-0.024
Si	8.206	2.731	4.094	0.004	-0.034	-0.006
Si	5.426	5.412	4.085	0.016	0.017	-0.016
Si	8.144	8.152	4.073	0.002	0.029	-0.036
Si	5.474	10.879	4.157	-0.019	0.008	0.006
Si	8.204	13.602	4.06	0.007	0.011	-0.004
Si	10.876	16.276	4.095	0.022	0.001	0.011
Si	13.567	2.693	4.044	-0.009	0.022	-0.034
Si	10.903	5.454	4.048	-0.026	0.006	-0.008
Si	13.589	8.161	4.034	0.01	-0.011	-0.005
Si	10.896	10.897	4.074	-0.009	-0.017	-0.04
Si	13.644	13.641	4.099	0.006	-0.006	-0.025
Si	1.395	14.958	16.318	0.002	-0.002	0.004
Si	4.089	17.684	16.302	0	0.002	0.008
Si	1.361	4.093	16.314	-0.002	0.02	0.002
Si	4.056	6.8	16.325	-0.006	-0.012	-0.002
Si	1.351	9.509	16.308	0.004	0.002	0.001
Si	4.058	12.255	16.32	-0.002	-0.001	0.011
Si	6.822	14.969	16.316	0.008	0.007	0.012
Si	9.49	17.672	16.334	0.006	-0.012	0.009
Si	6.808	4.054	16.338	-0.003	0.006	0.011
Si	9.512	6.761	16.322	0.001	-0.008	0
Si	6.796	9.51	16.283	0	-0.012	0.002
Si	9.539	12.276	16.262	-0.017	-0.004	-0.02
Si	12.265	14.969	16.285	-0.002	-0.002	-0.001
Si	14.967	17.703	16.303	0.012	-0.017	-0.015
Si	12.217	4.053	16.333	0.009	-0.001	0.01
Si	14.937	6.821	16.309	-0.001	0.011	0.002
Si	12.278	9.508	16.34	-0.009	0.023	0.017
Si	14.946	12.228	16.32	-0.011	-0.005	0.011
Si	2.741	16.346	17.684	-0.002	-0.008	0.008
Si	5.458	18.993	17.687	0.004	-0.02	0.033
Si	2.682	5.46	17.701	0.001	-0.004	0.045
Si	5.441	8.154	17.656	0.004	0.036	0.012
Si	2.714	10.854	17.665	-0.028	-0.004	0.027
Si	5.417	13.648	17.652	0.004	-0.016	0.009
Si	8.185	16.285	17.729	-0.023	0.012	0.036
Si	10.827	19.028	17.706	-0.001	-0.01	0.011
Si	8.162	5.405	17.717	0.014	-0.006	-0.006
Si	10.903	8.11	17.642	-0.011	-0.02	0.031
Si	8.148	10.932	17.569	0.036	0.005	-0.005
Si	10.937	13.587	17.633	-0.011	0.001	-0.012
Si	13.58	16.369	17.641	0.005	-0.013	0.012
Si	0.037	19.027	17.67	-0.025	-0.009	0.007
Si	13.592	5.433	17.646	-0.019	0.029	0.026
Si	-0.05	8.2	17.679	-0.005	0.004	-0.001
Si	13.634	10.862	17.746	0.012	-0.016	0.014
Si	0.005	13.595	17.634	0.031	0.008	0.017
Si	1.409	17.705	19.071	0.011	0.037	-0.001
Si	4.083	4.061	18.993	0.001	0.007	-0.026
Si	1.278	6.857	19.036	0.011	-0.036	-0.018
Si	4.131	9.543	19.028	0.008	0.021	-0.011
Si	1.269	12.147	19	-0.049	-0.019	-0.027
Si	4.088	15.004	19.061	0.043	0.011	0.011
Si	6.766	17.593	19.106	-0.009	-0.014	-0.035
Si	9.474	4.024	19.132	-0.01	-0.018	0.033
Si	6.785	6.791	19.021	-0.015	-0.01	-0.001
Si	9.552	9.589	18.853	0.021	0.01	-0.051
Si	6.785	12.268	18.945	-0.005	0.003	-0.03
Si	9.639	14.92	19.034	-0.008	0.049	-0.025
Si	12.175	17.655	19.049	-0.006	-0.024	-0.024
Si	14.979	4.081	18.969	0	0.002	-0.028
Si	12.207	6.71	19.053	-0.029	0.005	-0.033
Si	14.962	9.491	19.174	0.011	0.004	0.04
Si	12.278	12.274	19.049	-0.013	-0.009	0.005
Si	15.032	15.071	18.929	0.021	0.019	-0.01
Si	0.006	16.41	20.418	-0.017	0.011	0.027
Si	2.792	19.037	20.442	0.018	0.013	0.046
Si	-0.038	5.421	20.39	0.034	0.023	0.03
Si	2.707	8.207	20.338	0	-0.014	0.018
Si	-0.004	10.855	20.6	0.024	-0.004	0.089
Si	2.631	13.588	20.202	0.003	0.017	0.014
Si	5.434	16.249	20.585	0.025	0.005	0.089
Si	8.121	18.934	20.49	-0.024	-0.022	0.064
Si	5.426	5.402	20.37	-0.022	-0.012	0.039
Si	8.158	8.294	20.179	-0.013	0.026	0.003
Si	5.463	10.98	20.388	-0.027	0.003	0.028
Si	8.233	13.532	20.266	0.013	-0.002	0.048
Si	10.936	16.244	20.524	0.038	-0.023	0.04
Si	13.538	19.103	20.273	-0.006	0.027	0.037
Si	10.839	5.371	20.502	0.017	0.014	0.037
Si	13.569	8.04	20.444	0.02	-0.042	0.056
Si	10.907	10.84	20.323	0.008	0.006	0.071
Si	13.711	13.712	20.258	-0.024	-0.006	0.045
Si	1.141	14.712	21.574	-0.019	0.187	-0.724
Si	4.296	17.903	21.908	-0.135	-0.224	-0.765
Si	1.625	4.355	21.655	-0.14	-0.206	-0.796
Si	3.807	6.588	21.59	0.181	0.029	-0.803
Si	1.802	9.817	21.799	-0.408	-0.138	-0.732
Si	3.852	12.22	21.604	0.249	0.042	-0.743
Si	7.131	14.973	21.706	-0.242	0.032	-0.733
Si	9.276	17.315	21.802	0.139	0.177	-0.834
Si	6.515	20.131	21.732	0.081	0.028	-0.817
Si	9.672	7.155	21.488	0.068	-0.249	-0.802
Si	7.046	9.78	21.634	-0.151	-0.076	-0.734
Si	9.292	11.926	21.602	0.079	0.077	-0.744
Si	12.765	15.273	21.733	-0.399	-0.213	-0.82
Si	14.752	17.708	21.639	0.35	0.071	-0.687
Si	12.403	4.132	21.823	-0.271	-0.034	-0.735
Si	14.62	6.369	21.759	0.071	0.164	-0.8
Si	11.97	9.227	21.662	0.178	0.125	-0.754
Si	15.16	12.619	21.714	-0.046	-0.269	-0.752
Si	13.383	10.949	26.939	0.011	0.022	0.021
Si	4.696	12.207	26.417	-0.121	0.003	-0.084
Si	1.665	16.371	26.753	-0.218	-0.053	0.02
Si	10.654	10.65	26.275	0.091	0.013	-0.081
Si	5.467	16.234	28.319	0.038	0.116	0.083
Si	0.725	19.108	29.447	-0.036	-0.036	0.016
Si	8.826	15.238	25.607	0.135	-0.096	-0.05
Si	7.327	8.105	28.455	0.104	-0.094	-0.01
Si	7.781	5.93	23.695	-0.065	-0.048	-0.156
Si	0.18	21.637	30.813	-0.014	-0.119	0.004
Si	10.412	12.858	24.409	-0.023	-0.001	-0.004
Si	9.203	5.737	28.415	-0.066	0.229	-0.138
Si	4.93	9.012	26.623	0.194	-0.026	0.05
Si	3.705	16.665	31.395	-0.028	-0.025	0.121
Si	14.483	8.783	28.795	0.126	-0.07	0.012
Si	0.393	7.656	26.795	-0.04	-0.045	-0.082
Si	5.558	7.98	23.781	0.138	0.029	-0.186
Si	0.229	18.888	23.759	-0.047	0.055	-0.121
Si	5.662	13.551	29.177	0.03	-0.15	0.059
Si	11.042	17.09	26.52	0.22	-0.11	-0.028
Si	11.279	21.06	30.254	-0.192	0.132	0.07
Si	11.137	15.399	28.879	-0.054	0.063	-0.141
Si	2.174	7.633	30.689	0.07	0.012	0.009
Si	10.407	18.296	29.082	0.051	-0.106	0.023
Si	5.387	13.744	23.882	0.029	-0.065	-0.174
Si	7.513	6.272	30.707	0.071	0.128	-0.003
Si	10.943	18.719	24.125	0.101	0.011	-0.211
Si	6.032	16.145	25.334	0.026	0.059	0.021
Si	0.851	9.608	24.673	0.095	0.018	-0.038
Si	2.27	16.49	23.797	0.162	0.094	0.028
Si	4.212	11.67	31.14	-0.044	-0.023	0.191
Si	1.603	12.085	26.341	-0.053	-0.002	0.013
Si	15.004	7.701	24.491	-0.02	-0.037	0.056
Si	11.961	14.01	31.288	0.044	-0.001	0.133
Si	8.888	20.537	25.705	-0.048	-0.02	0.049
Si	-1.154	17.143	30.993	0.006	-0.162	0.19
Si	3.634	18.372	29.104	-0.106	0.101	0.129
Si	8.911	10.652	28.582	-0.033	-0.059	0.036
Si	1.091	19.29	26.581	-0.028	0.013	0.003
Si	0.288	9.916	30.59	-0.016	-0.01	0.081
Si	-0.661	15.582	28.508	0.127	0.162	0.038
Si	9.809	11.662	31.37	-0.184	0.102	0.165
Si	7.232	18.384	28.994	0.151	-0.135	0.041
Si	2.06	11.752	29.281	-0.059	0.058	-0.008
Si	15.129	13.384	26.621	0.094	-0.016	-0.19
Si	6.2	19.091	26.061	-0.027	0.042	-0.008
Si	2.094	14.875	29.314	-0.089	0.114	0.061
Si	3.073	7.043	27.963	-0.086	-0.038	-0.089
Si	12.697	9.405	24.602	-0.052	-0.034	-0.078
Si	13.848	6.413	30.401	-0.059	0.092	0.164
Si	3.751	20.605	27.107	-0.061	-0.163	-0.042
Si	8.499	13.692	28.232	0.182	0.048	0.129
Si	6.592	19.878	31.534	0.098	-0.094	0.141
Si	13.371	13.33	24.027	0.106	0.053	-0.241
Si	1.309	14.982	5.483	-0.016	-0.023	0.009
Si	4.07	1.398	5.454	-0.019	-0.006	-0.006
Si	1.366	4.079	5.432	0.014	0.003	-0.003
Si	4.089	6.773	5.474	0.003	-0.006	-0.007
Si	1.351	9.506	5.488	0.013	0	-0.007
Si	4.073	12.249	5.47	0.016	0.009	-0.016
Si	6.823	14.944	5.445	0.019	0.005	-0.003
Si	9.547	1.357	5.447	-0.002	0.011	0.006
Si	6.807	4.07	5.44	-0.011	-0.01	-0.009
Si	9.527	6.799	5.418	-0.009	-0.007	-0.015
Si	6.812	9.493	5.482	0.008	-0.012	-0.008
Si	9.539	12.245	5.445	-0.002	0.003	-0.012
Si	12.249	14.95	5.46	-0.006	-0.003	0.004
Si	14.959	1.36	5.404	-0.001	-0.008	-0.012
Si	12.237	4.073	5.416	0.009	-0.01	0
Si	14.946	6.81	5.428	-0.006	0.002	-0.009
Si	12.242	9.519	5.423	0.01	0.013	-0.013
Si	14.927	12.248	5.495	-0.013	0.007	0.009
Si	2.711	16.337	6.804	0.005	-0.006	-0.013
Si	5.44	2.734	6.815	0	0	0.004
Si	2.718	5.422	6.817	0.008	-0.007	0.001
Si	5.444	8.14	6.829	0.002	0.004	0.001
Si	2.717	10.881	6.825	-0.01	0.012	-0.002
Si	5.45	13.601	6.813	-0.008	-0.004	-0.002
Si	8.172	16.319	6.8	-0.001	0.003	-0.005
Si	10.892	2.725	6.802	-0.007	0.001	0.01
Si	8.166	5.443	6.788	0.003	0.004	-0.002
Si	10.882	8.158	6.786	0	-0.005	-0.006
Si	8.176	10.878	6.808	-0.006	0	-0.01
Si	10.889	13.593	6.818	0.022	-0.013	0.005
Si	13.608	16.332	6.794	-0.01	-0.004	-0.001
Si	-0.005	2.716	6.78	0.003	0.006	-0.004
Si	13.596	5.434	6.782	-0.001	-0.003	-0.002
Si	-0.015	8.144	6.821	0.01	-0.006	0.004
Si	13.569	10.875	6.823	-0.001	0.022	0.002
Si	-0.024	13.607	6.841	-0.001	0.005	0.006
Si	1.349	17.688	8.162	0.001	-0.001	0.001
Si	4.082	4.082	8.181	-0.004	0.004	0.009
Si	1.353	6.785	8.17	-0.006	-0.005	-0.001
Si	4.079	9.511	8.173	-0.001	-0.003	-0.007
Si	1.358	12.247	8.177	0.018	0.02	0
Si	4.081	14.971	8.155	0.013	0.007	0.002
Si	6.801	17.677	8.155	-0.006	-0.01	-0.002
Si	9.52	4.081	8.151	-0.003	-0.007	-0.002
Si	6.813	6.789	8.173	-0.011	0.001	0.001
Si	9.531	9.515	8.164	0.002	0.012	0.003
Si	6.804	12.231	8.166	0.001	0.003	0
Si	9.528	14.961	8.165	0.004	-0.005	-0.003
Si	12.252	17.687	8.159	0.018	0.013	0.006
Si	14.96	4.078	8.146	0.002	0.001	0.002
Si	12.236	6.793	8.146	-0.002	-0.002	0.004
Si	14.951	9.52	8.166	0.003	0.006	-0.006
Si	12.227	12.233	8.188	-0.019	-0.018	0.013
Si	14.942	14.973	8.181	-0.005	-0.02	0.004
Si	-0.003	16.328	9.529	0.001	-0.003	-0.002
Si	2.713	2.719	9.525	0.004	-0.002	0.004
Si	-0.006	5.428	9.524	0.007	-0.005	0.005
Si	2.714	8.152	9.523	0.002	0.011	-0.002
Si	-0.005	10.88	9.522	-0.003	-0.004	-0.001
Si	2.726	13.61	9.521	0	-0.011	-0.001
Si	5.439	16.324	9.519	-0.001	-0.003	0.002
Si	8.161	2.721	9.51	0.004	0.015	-0.003
Si	5.444	5.441	9.532	0.005	-0.004	0.006
Si	8.167	8.158	9.525	-0.004	-0.008	-0.004
Si	5.443	10.872	9.528	0	0.004	0.002
Si	8.164	13.597	9.519	-0.004	0	0
Si	10.89	16.323	9.517	-0.006	-0.002	0.003
Si	13.607	2.725	9.52	-0.005	-0.008	0
Si	10.877	5.439	9.515	-0.005	0.002	-0.001
Si	13.592	8.153	9.514	0.005	-0.001	-0.006
Si	10.873	10.871	9.54	0.006	0.005	0.004
Si	13.591	13.602	9.531	-0.005	0.007	0.001
Si	1.365	14.968	10.881	0.004	-0.002	0.006
Si	4.077	17.681	10.88	-0.005	0.003	0.001
Si	1.356	4.075	10.888	0.006	0	-0.001
Si	4.08	6.802	10.886	-0.001	-0.001	-0.001
Si	1.356	9.517	10.877	0.004	-0.001	-0.006
Si	4.08	12.24	10.878	0.007	0.005	0.001
Si	6.802	14.96	10.872	0	-0.003	-0.001
Si	9.525	17.686	10.866	-0.007	-0.003	-0.007
Si	6.803	4.074	10.879	-0.006	-0.003	-0.001
Si	9.519	6.793	10.884	0.004	0.009	0
Si	6.804	9.514	10.891	0.006	-0.005	0.005
Si	9.513	12.238	10.89	-0.002	-0.009	0.005
Si	12.239	14.963	10.889	0.005	-0.014	0.002
Si	14.959	17.686	10.89	0.003	0.009	0.005
Si	12.239	4.082	10.875	0.003	0.002	0
Si	14.953	6.797	10.874	-0.008	0.001	-0.001
Si	12.241	9.509	10.885	-0.007	-0.001	0.002
Si	14.96	12.243	10.879	0.001	0.01	-0.002
Si	2.723	16.325	12.246	0.009	0.001	0.003
Si	5.438	2.721	12.236	0.009	0.002	-0.001
Si	2.721	5.437	12.24	-0.009	0.002	0.005
Si	5.438	8.157	12.251	-0.004	-0.005	0.002
Si	2.714	10.88	12.234	0	0	-0.002
Si	5.445	13.599	12.231	-0.001	0.003	-0.003
Si	8.16	16.33	12.221	0.016	0.003	0
Si	10.882	2.717	12.233	-0.004	0.006	-0.003
Si	8.157	5.432	12.243	-0.003	-0.006	-0.003
Si	10.879	8.15	12.243	-0.003	-0.004	0.001
Si	8.162	10.873	12.255	-0.009	0.005	0.006
Si	10.878	13.6	12.241	-0.012	-0.003	0
Si	13.602	16.32	12.249	-0.015	-0.009	0.005
Si	-0.003	2.723	12.254	0	-0.007	0.006
Si	13.593	5.445	12.237	0.011	0.004	-0.005
Si	-0.003	8.156	12.231	0.007	0.004	-0.004
Si	13.604	10.878	12.232	0.006	0	-0.005
Si	0.004	13.603	12.232	-0.001	-0.005	-0.005
Si	1.361	17.682	13.61	-0.002	-0.001	0.004
Si	4.086	4.083	13.6	-0.005	0.004	-0.004
Si	1.351	6.793	13.591	0.008	-0.007	-0.005
Si	4.068	9.522	13.599	0.003	0.009	0.006
Si	1.357	12.244	13.594	-0.006	0.009	-0.002
Si	4.095	14.963	13.592	0.01	-0.019	-0.005
Si	6.8	17.682	13.588	-0.012	0	-0.008
Si	9.519	4.067	13.595	0.01	-0.003	-0.005
Si	6.791	6.784	13.608	0.009	-0.001	0.002
Si	9.53	9.508	13.61	0.013	-0.012	0.005
Si	6.795	12.239	13.599	0.002	0.002	0.007
Si	9.522	14.98	13.58	-0.028	0.007	-0.007
Si	12.236	17.681	13.602	0.003	-0.006	0.002
Si	14.951	4.093	13.601	-0.012	0.016	0.002
Si	12.233	6.793	13.606	-0.009	0.005	0.002
Si	14.969	9.524	13.587	-0.014	0.005	-0.006
Si	12.24	12.231	13.59	0.004	0.001	-0.003
Si	14.971	14.957	13.599	0.026	-0.013	-0.001
Si	0.008	16.314	14.97	-0.017	-0.007	0.01
Si	2.725	2.732	14.957	0.007	-0.004	0.008
Si	-0.01	5.451	14.965	-0.001	0	-0.001
Si	2.706	8.15	14.948	-0.016	-0.003	-0.003
Si	0	10.884	14.957	0.018	0.003	-0.001
Si	2.728	13.607	14.937	0.007	0.004	-0.006
Si	5.454	16.323	14.953	0.009	0.006	0.003
Si	8.155	2.712	14.955	0	0.005	-0.005
Si	5.436	5.428	14.986	0	-0.004	0.015
Si	8.164	8.136	14.955	-0.003	-0.002	-0.006
Si	5.422	10.886	14.958	-0.003	-0.003	0.012
Si	8.162	13.624	14.926	0.018	-0.001	0.001
Si	10.869	16.328	14.963	0	-0.011	0
Si	13.594	2.73	14.954	0.004	0.003	-0.002
Si	10.875	5.417	14.96	-0.006	0.002	-0.002
Si	13.603	8.171	14.936	0.009	-0.005	0
Si	10.904	10.865	14.966	-0.014	0.005	0.009
Si	13.605	13.587	14.94	-0.005	-0.001	-0.004
O	10.806	8.16	22.106	-0.131	-0.057	0.598
O	13.921	17.718	31.867	0.024	0.072	-0.39
O	5.801	17.742	25.255	-0.218	-0.11	-0.221
O	10.016	12.614	22.875	0.034	0.296	-0.053
O	12.821	21.505	30.356	0.204	-0.306	0.061
O	11.91	19.598	23.146	0.204	-0.171	0.422
O	2.051	15.249	22.803	0.513	-0.268	0.314
O	6.656	21.505	31.519	-0.528	0.011	0.179
O	11.279	15.214	32.114	0.337	0.35	-0.173
O	9.906	17.894	23.19	-0.275	-0.248	0.259
O	13.612	10.466	25.413	0.566	0.091	-0.044
O	6.371	9.105	22.952	-0.024	0.126	0.289
O	1.279	8.717	25.945	0.424	0.046	0.314
O	14.232	12.359	23.042	-0.101	-0.45	0.208
O	15.31	6.907	23.128	0.605	-0.184	0.113
O	12.159	8.752	32.884	0.062	-0.096	-0.221
O	1.612	9.217	23.305	0.334	-0.407	0.157
O	1.325	14.247	32.879	-0.06	0.109	-0.155
O	1.045	17.515	23.637	-0.383	-0.142	-0.375
O	13.316	13.493	32.009	0.427	0.326	-0.235
O	6.725	14.16	32.889	0.109	0.108	-0.244
O	0.32	9.728	32.185	0.331	-0.522	0.182
O	2.931	8.024	32.057	0.287	0.471	-0.113
O	4.332	17.361	28.056	-0.195	0.214	-0.715
O	4.866	8.606	25.072	-0.226	0.066	0.136
O	5.413	19.049	22.326	0.089	0.221	0.23
O	10.908	18.341	27.539	0.015	0.42	-0.324
O	4.025	22.157	32.977	0.055	0.155	-0.247
O	4.275	13.075	22.928	-0.037	-0.042	0.209
O	14.363	13.752	25.239	0.257	0.202	0.114
O	4.968	10.547	32.014	0.065	-0.182	-0.24
O	3.344	10.996	29.939	0.04	-0.409	-0.161
O	13.916	7.035	31.902	0.466	-0.1	-0.091
O	8.462	12.379	31.936	-0.081	0.094	-0.308
O	6.718	7.326	29.757	-0.579	0.108	0.407
O	9.762	9.945	27.408	0.112	-0.44	0.062
O	6.716	18.836	27.553	0.154	-0.013	0.005
O	8.33	21.623	29.706	0.026	-0.708	-0.019
O	5.223	12.834	27.804	-0.088	-0.106	-0.183
O	2.876	17.359	32.569	-0.314	-0.394	-0.226
O	12.567	9.839	23.052	0.133	0.507	0.041
O	0.483	14.922	29.438	-0.155	-0.39	0.366
O	-1.043	5.83	29.917	0.168	-0.095	-0.404
O	0.024	13.668	22.173	-0.012	0.067	0.28
O	9.431	16.972	32.856	-0.028	-0.03	-0.526
O	5.292	12.672	30.474	0.476	0.06	0.153
O	-1.186	9.588	30.039	-0.536	0.108	0.316
O	4.9	10.62	26.632	0.009	-0.057	0.332
O	5.583	12.766	25.165	0.243	-0.017	0.203
O	2.707	5.494	22.113	-0.014	0.189	0.549
O	7.225	4.6	22.962	0.193	-0.171	0.358
O	8.506	12.095	28.011	-0.353	0.095	-0.252
O	14.753	16.418	29.579	-0.568	-0.13	-0.146
O	6.251	8.329	27.279	-0.116	-0.354	-0.433
O	8.674	6.774	22.688	-0.146	0.242	0.123
O	6.558	6.809	24.238	-0.232	0.015	0.379
O	1.387	19.497	33.076	0.047	-0.178	-0.364
O	2.48	13.313	29.319	0.375	-0.068	0.229
O	1.379	8.865	30.014	0.033	0.112	-0.427
O	13.541	7.591	29.343	-0.663	-0.051	-0.217
O	13.51	5.262	22.266	-0.04	0.125	0.261
O	2.042	18.18	29.335	0.072	-0.259	0.124
O	8.813	18.504	29.176	-0.172	0.363	0.081
O	8.606	7.189	27.959	0.085	0.044	-0.424
O	3.981	5.859	27.346	0.616	0.224	-0.097
O	-0.579	6.911	25.711	-0.229	-0.357	-0.1
O	11.251	9.461	25.334	-0.468	-0.407	0.09
O	4.917	14.994	29.195	-0.366	0.119	0.171
O	6.708	8.773	32.904	-0.026	-0.014	-0.327
O	11.696	15.842	27.388	0.34	-0.325	-0.204
O	10.194	10.452	32.337	-0.365	-0.267	-0.177
O	15.166	18.572	22.979	-0.299	0.442	0.439
O	1.11	11.14	25.114	0.108	0.371	-0.469
O	4.894	20.053	26.099	0.02	0.146	-0.343
O	14.876	11.527	32.893	0.111	0.083	-0.295
O	7.506	19.755	25.397	-0.038	-0.103	-0.38
O	12.734	14.574	23.203	-0.288	0.042	0.369
O	14.768	14.494	27.736	-0.47	0.09	0.1
O	5.868	15.684	26.867	0.073	-0.373	0.02
O	8.354	7.076	31.846	0.326	0.178	-0.134
O	8.262	14.314	26.783	-0.266	-0.117	-0.185
O	9.108	20.938	27.258	0.203	-0.337	0.192
O	0.085	19.305	25.315	-0.396	0.138	0.296
O	8.766	5.606	24.915	0.565	0.316	0.222
O	1	20.101	23.039	-0.102	0.305	0.317
O	11.849	11.452	27.054	-0.129	0.35	0.497
O	2.862	11.023	22.093	0.167	0.087	0.236
O	9.69	10.965	29.94	0.237	-0.22	0.04
O	1.699	11.302	27.766	-0.038	-0.558	0.224
O	9.844	14.396	28.808	-0.132	-0.279	0.372
O	9.554	16.568	26.155	-0.361	0.323	-0.098
O	10.975	12.749	31.297	0.137	-0.008	-0.143
O	3.132	12.593	26.089	0.038	0.518	-0.331
O	3.872	19.866	28.556	0.314	0.124	0.488
O	9.874	14.348	24.754	0.318	0.138	-0.275
O	10.628	21.25	31.751	-0.417	0.402	-0.068
O	14.534	12.018	27.243	0.333	-0.125	0.523
O	6.743	16.846	29.12	0.284	-0.421	0.287
O	1.125	6.535	31.215	-0.054	0.158	0.352
O	5.311	19.77	32.514	-0.247	-0.401	-0.108
O	3.168	7.029	29.578	0.305	-0.157	0.277
O	10.69	5.7	29.066	0.331	0.224	-0.085
O	3.579	17.323	23.275	0.311	-0.035	0.365
O	-0.278	18.404	30.483	-0.087	0.478	-0.021
O	0.751	11.41	30.174	-0.326	0.332	0.252
O	10.123	19.708	25.099	0.271	0.287	0.182
O	11.706	17.659	25.135	0.398	-0.212	-0.038
O	13.503	9.731	27.968	-0.289	-0.324	-0.076
O	2.734	15.685	30.552	-0.128	0.011	0.17
O	0.439	13.242	26.448	0.166	0.423	0.031
O	3.649	8.443	27.417	-0.131	0.279	0.351
O	12.275	19.55	32.836	0.057	-0.086	-0.497
O	-0.609	8.316	27.863	0.284	0.292	0.13
O	6.466	19.341	30.037	-0.562	0.409	-0.291
O	0.188	19.348	27.932	-0.7	0.009	-0.061
O	0.105	16.358	27.272	-0.213	0.435	-0.361
O	10.753	16.801	29.623	-0.176	0.07	0.367
O	12.209	14.585	29.79	0.633	-0.145	-0.327
O	6.703	13.968	22.943	0.17	-0.254	0.104
O	4.275	17.895	30.509	0.572	0.334	-0.021
O	3.191	12.497	32.093	0.172	0.049	-0.145
O	12.015	12.661	24.59	0.166	-0.148	0.094
O	-0.477	21.048	32.161	-0.484	-0.025	-0.121
O	8.184	10.846	22.155	-0.054	0.095	0.333
O	8.197	16.137	22.182	0.05	0.045	0.314
O	2.243	20.433	26.513	-0.04	0.276	-0.386
O	13.407	7.939	24.695	-0.423	-0.507	0.063
O	1.51	6.785	27.564	-0.119	-0.484	0.207
O	11.136	19.492	29.874	0.172	-0.195	-0.044
O	1.086	20.559	30.04	0.668	-0.014	-0.074
O	4.939	15.846	32.022	0.035	-0.037	-0.361
O	7.816	19.035	32.182	0.073	0.226	-0.236
O	13.691	16.566	22.09	-0.256	0.041	0.253
O	2.465	15.503	27.858	0.416	-0.392	-0.095
O	-0.684	9.198	24.367	-0.411	0.413	-0.032
O	1.999	17.947	26.607	0.577	0.177	-0.195
O	-0.336	16.153	31.997	-0.109	-0.084	-0.193
O	9.804	11.715	25.388	-0.669	-0.042	-0.058
O	5.019	15.244	24.426	-0.559	0.385	-0.16
O	7.526	15.783	24.832	0.002	0.083	-0.469
O	4.387	7.347	22.891	-0.312	0.279	0.452
O	7.24	13.918	29.216	0.174	0.364	0.374
O	2.144	15.844	25.289	0.264	-0.29	-0.124
O	7.745	9.597	28.924	-0.139	0.286	0.246

Results
total energy: -101652.881 eV
total energy less fixed offsets of O -438.35, Si -107.03 eV per atom: 0.319 eV
